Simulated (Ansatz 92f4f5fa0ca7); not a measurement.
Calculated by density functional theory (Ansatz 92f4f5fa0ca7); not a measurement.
Periodic cell of 158 atoms, Si90O68, from a study of silicon, its oxide and their interface. The atomic structure is a simulated model.

Settings
functional: r2SCAN
potential files: Ansatz norm-conserving
basis: plane waves
wave-function cutoff: 1300 eV
density cutoff ratio: 4
exchange-correlation grid ratio: 1
k mesh: 2 x 2 x 1, shifted by 0.5 0.5 0.5 of a step
self-consistency stop: 5e-08 eV per atom in the density residual
occupations: Fermi-Dirac, 0.05 eV
spin: none
net charge: 0

Cell vectors (angstrom)
a  10.88  0  0
b  0  10.88  0
c  0  0  23.5518

Atoms: element, x, y, z (angstrom)
Si  -0.1584  0.1804  0.0161
Si  2.5428  2.9245  0.102
Si  0.356  5.1312  0.0637
Si  3.1398  7.8594  0.2343
Si  5.789  -0.3793  0.1509
Si  8.544  2.4057  0.0501
Si  5.2871  5.7237  0.2365
Si  7.9819  8.3481  0.1231
Si  1.3836  1.3358  1.4198
Si  4.1095  4.073  1.4516
Si  1.4588  6.7165  1.4303
Si  4.2516  9.4143  1.57
Si  6.9235  1.2817  1.3861
Si  9.638  3.9934  1.41
Si  6.8318  6.8522  1.568
Si  9.5655  9.5207  1.4168
Si  0.0438  2.6705  2.8531
Si  2.7698  -0.0618  2.7601
Si  0.0469  8.1033  2.7347
Si  2.7468  5.3885  2.8607
Si  5.5067  2.653  2.7213
Si  8.2154  -0.036  2.8429
Si  5.5167  8.1296  2.9936
Si  8.2207  5.3682  2.7584
Si  1.3558  4.0589  4.2269
Si  4.1184  1.3262  4.1089
Si  1.3755  9.4664  4.131
Si  4.0713  6.7565  4.2384
Si  6.8375  4.0061  4.1274
Si  9.5391  1.3357  4.2136
Si  6.8607  9.5264  4.2764
Si  9.5647  6.741  4.1215
Si  0.0063  -0.0572  5.5246
Si  2.7382  2.6679  5.4888
Si  -0.0271  5.4188  5.5993
Si  2.6614  8.0905  5.5718
Si  5.4309  0.0009  5.5666
Si  8.167  2.6819  5.587
Si  5.43  5.3469  5.4958
Si  8.1921  8.0615  5.5204
Si  1.3597  1.3428  6.8704
Si  4.0112  4.064  6.8882
Si  1.2982  6.7628  7.0181
Si  4.026  9.4872  6.8611
Si  6.7797  1.3494  6.9485
Si  9.4946  4.0526  6.974
Si  6.7837  6.6908  6.8647
Si  9.5076  9.4476  6.8915
Si  0.0159  2.703  8.295
Si  2.6856  -0.0504  8.2175
Si  -0.0385  8.1683  8.3554
Si  2.6138  5.3663  8.3877
Si  5.3736  2.7502  8.2267
Si  8.0761  -0.1273  8.2409
Si  5.3203  8.0421  8.1205
Si  8.0819  5.3741  8.337
Si  1.5861  3.7323  9.8473
Si  3.8484  1.5281  9.478
Si  1.1352  9.8166  9.6694
Si  4.1382  6.651  9.6378
Si  6.3193  4.4057  9.6199
Si  9.7097  1.0489  9.4167
Si  6.8144  9.1148  9.5179
Si  9.1626  7.0295  9.5592
Si  -4.2808  2.6621  16.7332
Si  2.4042  -2.8238  11.8939
Si  6.4294  3.3412  12.5878
Si  9.006  2.0246  12.1504
Si  9.2889  -0.7837  12.8053
Si  3.0615  8.1149  14.9985
Si  1.9238  1.0502  14.1873
Si  -0.0099  -0.0322  17.9537
Si  6.051  8.0161  14.967
Si  5.9899  2.4794  19.6108
Si  7.147  5.109  14.8905
Si  10.6206  10.0207  15.2389
Si  -6.9365  1.0439  21.4936
Si  0.5743  3.6264  12.8507
Si  0.7318  7.2303  16.4734
Si  15.3647  1.0735  12.4459
Si  1.8155  -1.1707  21.5028
Si  -0.7689  -5.2485  14.6162
Si  10.4066  7.3463  12.192
Si  8.2145  1.1651  18.3759
Si  -1.4477  6.5536  21.4248
Si  6.017  -0.1149  16.7027
Si  7.2107  4.4246  21.5454
Si  6.3031  -1.261  12.3919
Si  2.9186  10.8362  16.7359
Si  0.2825  8.1355  19.2999
O  2.5658  -2.1047  -0.9779
O  0.5001  -0.5045  -1.3439
O  1.4535  4.0221  -0.524
O  4.1755  6.7528  -0.4723
O  -0.2526  5.839  -1.2905
O  -2.5422  5.4417  -2.586
O  4.7259  12.5765  -3.3161
O  0.1483  8.636  -7.6164
O  8.1226  -8.4985  -6.2789
O  -0.4228  -1.4583  -4.9434
O  5.0188  0.2562  -1.1425
O  6.2197  5.1748  -0.982
O  6.2692  3.8962  -3.216
O  3.2484  2.2428  -1.2142
O  8.7025  7.6619  -1.1897
O  6.8757  9.4215  -0.5185
O  1.3346  4.0684  11.479
O  -3.4864  1.6274  19.7134
O  6.1351  1.3234  15.8824
O  4.5315  0.9134  10.8388
O  1.9578  9.3728  11.0395
O  2.7055  13.4354  10.0369
O  5.3063  5.5992  10.1337
O  3.5572  7.2801  11.0527
O  11.3322  4.8151  13.942
O  6.7102  3.6984  11.0407
O  8.7797  1.7816  10.5669
O  10.9015  0.0901  10.1085
O  7.9817  8.0766  10.0314
O  10.1311  8.9466  12.0319
O  9.9438  3.3029  12.387
O  7.2689  -0.0766  17.7849
O  -5.019  -1.5607  10.8658
O  1.1118  -3.7899  12.0378
O  3.0191  0.7872  13.0383
O  4.5392  7.5258  15.2236
O  12.0794  2.4136  13.7298
O  6.4537  4.7128  13.4696
O  2.8336  -1.4406  15.9069
O  18.6914  10.137  12.2143
O  6.2791  9.3831  15.855
O  -0.3316  6.0671  16.1193
O  2.8734  -2.4501  13.4125
O  0.8926  -0.2181  14.2871
O  -4.3698  4.0755  15.9736
O  9.8267  0.7326  12.6864
O  0.946  -3.6193  18.0862
O  -1.0324  -3.9659  13.6538
O  5.0243  13.4395  12.8564
O  2.0878  6.9678  15.621
O  9.2724  -1.1254  14.3965
O  8.7367  -6.0773  14.7942
O  7.6281  2.2983  12.9668
O  5.632  2.7645  18.0475
O  4.4629  10.8138  17.3231
O  6.9371  6.6789  15.3098
O  -2.9683  3.163  22.2907
O  -0.5631  0.1809  16.436
O  -9.4594  8.7159  20.2849
O  2.8066  0.0039  20.9759
O  5.4138  -0.099  13.0653
O  2.6465  1.1707  15.6601
O  6.2918  8.3471  13.3959
O  1.6606  0.0663  17.8478
O  9.6819  6.4707  11.0361
O  9.8077  11.8368  18.747
O  10.07  7.2477  20.0971
O  9.6177  1.2877  22.9808

Results
free energy: -42162.013 eV
free energy less fixed offsets of O -463.61, Si -117.95 eV per atom: -21.033 eV
pressure: -1.46 GPa
stress xx, yy, zz, yz, xz, xy (GPa, positive in tension): 1.29, 1.08, 2.01, -0.04, -1.43, -0.46

Forces (eV/angstrom), in the order of the atoms: element, x, y, z
Si  -0.2229  0.211  -0.6276
Si  -0.0817  0.2136  -0.6345
Si  0.2051  -0.0564  -0.6008
Si  0.1296  -0.0411  -0.6282
Si  0.1183  -0.0464  -0.7124
Si  0.086  -0.1031  -0.596
Si  -0.0414  0.1614  -0.7338
Si  -0.078  0.1862  -0.7255
Si  0.0263  -0.0581  -0.1507
Si  -0.0251  -0.0073  -0.1902
Si  -0.0104  0.0062  -0.2243
Si  -0.0644  0.0436  -0.2231
Si  -0.0259  -0.0438  -0.1793
Si  -0.0814  0.0549  -0.181
Si  0.0539  -0.0626  -0.2154
Si  -0.0374  -0.033  -0.1916
Si  0.0113  0.0057  0.0754
Si  -0.0277  0.0147  -0.0394
Si  -0.0196  0.0017  -0.0598
Si  0.0026  -0.0178  0.1706
Si  0.0349  -0.0567  -0.0748
Si  -0.0071  0.007  0.1185
Si  0.0059  0.0614  0.3271
Si  0.0451  -0.0887  -0.0728
Si  0.0586  -0.0127  -0.0633
Si  0.0256  0.0226  0.0799
Si  -0.0372  -0.0253  0.1074
Si  0.0284  -0.0125  -0.0542
Si  -0.0561  0.0001  0.103
Si  -0.0147  -0.0288  -0.0353
Si  0.0224  -0.0121  -0.0572
Si  -0.0439  0.0244  0.0736
Si  -0.0549  0.0291  0.0972
Si  -0.0832  0.0346  0.1299
Si  0.0182  -0.0127  -0.078
Si  0.0116  0.0162  -0.0442
Si  -0.021  -0.0038  -0.0759
Si  0.0015  -0.0382  -0.1813
Si  0.0639  -0.013  0.1477
Si  0.0455  0.0244  0.165
Si  0.1086  0.0302  -0.1495
Si  -0.1287  0.032  -0.1032
Si  0.0209  0.052  -0.0751
Si  -0.007  0.0713  -0.1283
Si  -0.0322  0.0953  0.0188
Si  -0.0688  0.0555  0.0569
Si  -0.0153  0.0056  -0.283
Si  -0.0131  -0.0524  -0.2143
Si  0.1206  -0.0227  0.2046
Si  -0.0549  0.1039  0.1525
Si  0.0022  0.1703  0.3526
Si  0.1072  -0.0521  0.2509
Si  0.1159  0.0851  0.2118
Si  -0.0313  -0.2071  0.2734
Si  0.052  -0.0243  0.2448
Si  -0.1506  -0.0488  0.0444
Si  0.1126  -0.1807  0.7496
Si  0.0181  -0.1573  0.5418
Si  0.0356  0.1214  0.4315
Si  0.2119  -0.1058  0.4462
Si  0.1736  -0.1848  0.6227
Si  -0.0216  -0.0748  0.473
Si  -0.042  -0.1217  0.3447
Si  -0.1348  -0.0714  0.8131
Si  -0.106  0.2617  -0.0988
Si  -0.0023  0.0301  0.1009
Si  -0.0735  0.1396  0.3094
Si  0.0327  0.1163  0.3612
Si  -0.05  -0.1518  0.4214
Si  0.121  -0.2027  0.4219
Si  0.0217  0.0648  0.116
Si  -0.2002  -0.0234  -0.1013
Si  0.0942  -0.1163  0.2653
Si  0.1918  0.0172  -0.2398
Si  -0.0112  -0.0219  0.1694
Si  -0.0897  0.0052  0.3777
Si  0.1955  0.0958  -0.1671
Si  -0.0796  -0.0432  0.4103
Si  -0.1039  -0.1093  0.2406
Si  -0.083  0.101  0.317
Si  -0.0156  -0.2176  -0.0395
Si  -0.0896  -0.228  0.4047
Si  -0.1872  -0.0431  0.4106
Si  0.2933  0.0509  0.1991
Si  0.0174  0.035  -0.2483
Si  0.0914  -0.0605  -0.0708
Si  -0.2109  -0.119  -0.2824
Si  0.1379  -0.0866  0.3944
Si  -0.0313  0.049  0.1223
Si  -0.0463  0.0105  -0.4275
O  -0.0482  -0.007  0.0735
O  0.0613  0.0582  0.3875
O  -0.0354  -0.0212  0.8199
O  0.0073  0.0679  1.0243
O  -0.1092  -0.051  0.3169
O  -0.0336  0.0359  0.3332
O  -0.0984  -0.1433  0.3943
O  0.1056  0.0807  -0.1134
O  -0.3793  -0.3108  0.1224
O  0.2682  -0.0394  0.0398
O  -0.0953  0.0557  0.1686
O  -0.0683  -0.0177  0.1754
O  0.2396  -0.0361  0.3726
O  -0.0624  -0.0668  0.3063
O  -0.0722  -0.0367  0.3019
O  -0.0364  -0.0004  0.9579
O  -0.0365  -0.074  -0.8502
O  -0.2074  0.1019  -0.2387
O  0.1123  -0.0951  0.3121
O  -0.172  0.2035  -0.3028
O  -0.195  -0.0876  -0.3211
O  0.0774  0.0686  -0.2796
O  -0.0245  -0.1426  -0.5059
O  -0.0641  0.0255  -0.3556
O  -0.1523  -0.0277  -0.287
O  -0.0944  0.1285  -0.2195
O  0.2864  -0.1294  -0.0553
O  -0.2757  -0.0018  -0.583
O  0.0212  0.0779  -0.5114
O  0.0047  -0.0847  0.0483
O  0.0622  -0.1487  -0.1286
O  -0.0625  0.2976  -0.0891
O  0.2645  -0.0119  -0.3131
O  0.0597  0.1418  -0.0414
O  0.0851  0.0254  -0.0574
O  -0.0328  0.2565  -0.1854
O  -0.0394  0.0718  -0.2638
O  0.1391  -0.2506  -0.0863
O  0.0072  0.0308  -0.1163
O  0.0538  0.0584  -0.0244
O  -0.1734  -0.0031  -0.102
O  0.1513  0.1897  -0.389
O  -0.0916  -0.0968  -0.3657
O  0.0626  0.0541  -0.0334
O  0.1466  -0.0734  -0.2036
O  -0.2102  0.0074  -0.1691
O  -0.1309  0.2692  -0.0211
O  0.1947  0.0534  -0.3802
O  0.1056  -0.1552  -0.2993
O  -0.0878  0.3597  -0.1161
O  0.2006  0.1203  -0.5016
O  0.0154  0.1776  -0.1553
O  0.1189  0.0057  -0.3056
O  0.2636  -0.1806  0.13
O  -0.0056  0.0146  -0.2679
O  -0.0866  -0.0006  -0.2225
O  -0.0153  0.0277  0.2686
O  0.2313  -0.2804  0.0151
O  -0.022  0.2472  0.2853
O  -0.0145  -0.0479  0.2202
O  0.0324  -0.0329  -0.2603
O  -0.0484  -0.3448  -0.1299
O  -0.0536  0.2474  -0.1967
O  -0.0611  -0.0442  -0.166
O  0.0644  0.2752  -0.4615
O  -0.1672  -0.1715  -0.2449
O  -0.048  -0.0632  0.4404
O  0.0054  0.0262  0.8182
